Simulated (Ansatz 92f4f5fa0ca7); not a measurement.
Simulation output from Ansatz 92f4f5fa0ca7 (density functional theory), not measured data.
Periodic cell of 285 atoms, Si195O90, from a study of silicon, its oxide and their interface. The atomic structure is a simulated model.
Doubt: the cutoff is far below the 930 eV that the study's wrapper takes by default for these files, so forces and energies are approximate.

Settings: functional PBE; potential files Ansatz PAW; basis plane waves; wave-function cutoff 580 eV; density cutoff ratio 5; exchange-correlation grid ratio 1; k mesh 1 x 1 x 1, Gamma-centred; self-consistency stop 5e-08 eV per atom in the density residual; occupations fixed; spin none; net charge 0.

Cell vectors (angstrom)
a, 11.6015, 0, 0
b, 0, 10.938, 0
c, 0, 0, 40.4371

Atoms: element, x, y, z (angstrom)
Si, 0, 0, 0.9665
Si, 3.8672, 0, 0.9665
Si, 7.7343, 0, 0.9665
Si, 1.9336, 1.3673, 0.9665
Si, 5.8008, 1.3673, 0.9665
Si, 9.6679, 1.3673, 0.9665
Si, 0, 5.469, 0.9665
Si, 3.8672, 5.469, 0.9665
Si, 7.7343, 5.469, 0.9665
Si, 1.9336, 6.8362, 0.9665
Si, 5.8008, 6.8362, 0.9665
Si, 9.6679, 6.8362, 0.9665
Si, 1.9336, 2.7345, 39.4701
Si, 5.8008, 2.7345, 39.4701
Si, 9.6679, 2.7345, 39.4701
Si, 0, 4.1018, 39.4701
Si, 3.8672, 4.1018, 39.4701
Si, 7.7343, 4.1018, 39.4701
Si, 1.9336, 8.2035, 39.4701
Si, 5.8008, 8.2035, 39.4701
Si, 9.6679, 8.2035, 39.4701
Si, 0, 9.5708, 39.4701
Si, 3.8672, 9.5708, 39.4701
Si, 7.7343, 9.5708, 39.4701
Si, 0, 0, 4.8337
Si, 3.8672, 0, 4.8337
Si, 7.7343, 0, 4.8337
Si, 1.9336, 1.3673, 4.8337
Si, 5.8008, 1.3673, 4.8337
Si, 9.6679, 1.3673, 4.8337
Si, 0, 5.469, 4.8337
Si, 3.8672, 5.469, 4.8337
Si, 7.7343, 5.469, 4.8337
Si, 1.9336, 6.8362, 4.8337
Si, 5.8008, 6.8362, 4.8337
Si, 9.6679, 6.8362, 4.8337
Si, 1.9336, 2.7345, 2.9001
Si, 5.8008, 2.7345, 2.9001
Si, 9.6679, 2.7345, 2.9001
Si, 0, 4.1018, 2.9001
Si, 3.8672, 4.1018, 2.9001
Si, 7.7343, 4.1018, 2.9001
Si, 1.9336, 8.2035, 2.9001
Si, 5.8008, 8.2035, 2.9001
Si, 9.6679, 8.2035, 2.9001
Si, 0, 9.5708, 2.9001
Si, 3.8672, 9.5708, 2.9001
Si, 7.7343, 9.5708, 2.9001
Si, -0.2073, 0.1512, 29.9342
Si, 3.7679, -0.0041, 29.7393
Si, 7.6803, -0.2196, 29.8987
Si, 1.8132, 1.3038, 29.9031
Si, 5.7933, 1.2, 29.7713
Si, 9.3718, 1.3761, 29.9035
Si, -0.2384, 5.4351, 29.8902
Si, 3.4277, 5.4033, 29.6695
Si, 7.3917, 5.3891, 29.6718
Si, 1.5958, 6.8495, 29.8373
Si, 5.4267, 6.717, 29.6023
Si, 9.3442, 6.6692, 29.6885
Si, 1.7745, 2.6991, 31.7969
Si, 5.6304, 2.6475, 31.6744
Si, 9.4396, 2.7503, 31.7843
Si, -0.1997, 4.0769, 31.8138
Si, 3.6974, 4.0786, 31.6528
Si, 7.4931, 4.1247, 31.7066
Si, 1.7438, 8.2706, 31.6906
Si, 5.5645, 8.0359, 31.6332
Si, 9.4922, 8.0603, 31.6516
Si, -0.24, 9.5674, 31.7401
Si, 3.7355, 9.579, 31.6793
Si, 7.5375, 9.3802, 31.7656
Si, -0.1463, -0.0348, 33.6929
Si, 3.7581, -0.0438, 33.665
Si, 7.595, -0.0719, 33.6541
Si, 1.811, 1.3206, 33.712
Si, 5.6819, 1.3395, 33.6594
Si, 9.5182, 1.3357, 33.686
Si, -0.1045, 5.4495, 33.7189
Si, 3.7427, 5.4365, 33.629
Si, 7.5998, 5.4571, 33.6718
Si, 1.8199, 6.8398, 33.6256
Si, 5.6618, 6.8122, 33.6614
Si, 9.5571, 6.7985, 33.6641
Si, 1.8714, 2.7211, 35.6167
Si, 5.7331, 2.722, 35.5942
Si, 9.5924, 2.7223, 35.6093
Si, -0.0636, 4.0775, 35.6319
Si, 3.7989, 4.0941, 35.5931
Si, 7.6632, 4.092, 35.6065
Si, 1.8711, 8.185, 35.5928
Si, 5.7305, 8.1883, 35.5962
Si, 9.5955, 8.1867, 35.5954
Si, -0.0694, 9.5476, 35.6232
Si, 3.8015, 9.5528, 35.6119
Si, 7.6622, 9.5521, 35.6164
Si, 0, 0, 37.5365
Si, 3.8672, 0, 37.5365
Si, 7.7343, 0, 37.5365
Si, 1.9336, 1.3673, 37.5365
Si, 5.8008, 1.3673, 37.5365
Si, 9.6679, 1.3673, 37.5365
Si, 0, 5.469, 37.5365
Si, 3.8672, 5.469, 37.5365
Si, 7.7343, 5.469, 37.5365
Si, 1.9336, 6.8362, 37.5365
Si, 5.8008, 6.8362, 37.5365
Si, 9.6679, 6.8362, 37.5365
Si, 2.0135, 2.756, 6.7445
Si, 5.8703, 2.7507, 6.7798
Si, 9.7221, 2.7534, 6.7396
Si, 0.0623, 4.0832, 6.7081
Si, 3.9459, 4.1227, 6.7838
Si, 7.7964, 4.1292, 6.8076
Si, 2.0173, 8.2427, 6.7128
Si, 5.8699, 8.1998, 6.7813
Si, 9.7148, 8.2159, 6.7608
Si, 0.0613, 9.5768, 6.7437
Si, 3.9555, 9.592, 6.7583
Si, 7.7858, 9.5831, 6.7547
Si, 0.1358, 0.0349, 8.6505
Si, 4.0088, 0.039, 8.6816
Si, 7.8343, 0.0644, 8.6416
Si, 2.0701, 1.4214, 8.6916
Si, 5.923, 1.4552, 8.771
Si, 9.7882, 1.4041, 8.6688
Si, 0.1098, 5.5248, 8.5453
Si, 4.0103, 5.4773, 8.7448
Si, 7.8457, 5.4475, 8.8192
Si, 2.0729, 6.8301, 8.5746
Si, 5.942, 6.8594, 8.7495
Si, 9.7546, 6.8585, 8.7012
Si, 2.1248, 2.8313, 10.6157
Si, 5.9561, 2.7691, 10.8314
Si, 9.8716, 2.82, 10.5727
Si, 0.1578, 4.254, 10.4853
Si, 4.0912, 4.2024, 10.7807
Si, 7.9407, 4.1347, 10.8857
Si, 2.1581, 8.1375, 10.4999
Si, 6.0436, 8.2136, 10.7183
Si, 9.7894, 8.306, 10.6009
Si, 0.1976, 9.5082, 10.4998
Si, 4.0463, 9.5474, 10.5712
Si, 7.9052, 9.7379, 10.6139
Si, 0.1524, -0.0037, 12.3165
Si, 3.9545, -0.1252, 12.5253
Si, 7.9606, 0.3007, 12.4897
Si, 2.0431, 1.3483, 12.4584
Si, 5.8282, 1.2356, 12.6463
Si, 10.0027, 1.4943, 12.473
Si, 0.1347, 5.7964, 12.3144
Si, 4.2955, 5.5202, 12.7836
Si, 8.1716, 5.5259, 12.8452
Si, 2.2832, 6.7209, 12.3843
Si, 6.2653, 6.9216, 12.7692
Si, 9.7561, 7.1642, 12.6355
O, 0.3994, 3.6268, 15.7346
O, 4.4023, 4.5687, 14.2085
O, 5.5289, 1.6679, 14.2525
O, 11.6695, 10.0947, 13.7616
O, 6.6149, 8.01, 14.0476
O, 10.4972, 2.3688, 13.8502
O, 6.7816, 4.3551, 15.4573
O, 1.6149, 2.3436, 13.7679
O, -0.4003, 8.9384, 16.0694
O, 10.0121, 7.7582, 17.9562
O, 2.1362, 7.7451, 13.6794
O, 7.9892, 10.3651, 13.8846
O, 11.4539, 10.1959, 28.5444
O, 11.7592, 4.3975, 28.6338
O, 7.4621, 4.4378, 28.2808
O, 4.4753, 13.8937, 22.6704
O, 3.7014, 9.9249, 28.402
O, 6.1654, 2.1174, 28.4108
O, 1.6685, 2.1561, 28.4781
O, 8.9155, 2.2136, 28.5059
O, 7.5663, 13.6426, 26.257
O, 1.294, 7.4893, 28.3026
O, 2.878, 4.5032, 28.3224
O, 9.1754, 7.4836, 28.228
Si, 5.1944, 15.2383, 15.628
Si, 10.8584, 10.1521, 20.6052
Si, 7.7597, 14.3034, 20.3148
Si, -4.0685, 35.6731, 27.8804
Si, 11.8778, 14.1368, 14.1692
Si, -2.6996, 17.6269, 18.4587
Si, 7.3599, 10.6315, 17.0433
Si, -3.3327, 15.721, 15.9061
Si, 0.5552, -11.8956, 15.291
Si, 10.721, 0.9769, 24.7161
Si, 14.7234, 30.4914, 14.6279
Si, -10.122, 3.6907, 27.9727
Si, -10.8415, 15.9064, 16.5687
Si, 13.2963, -3.0686, 26.7701
Si, -15.5455, 12.5373, 25.0675
Si, -2.968, 8.7893, 27.428
Si, 15.1887, -4.5222, 16.7297
Si, -1.6825, 5.0033, 20.9528
Si, 11.3358, 7.6655, 17.052
Si, -2.5903, -8.6213, 17.6476
Si, 13.8307, -14.426, 19.094
Si, 2.0913, 0.8252, 16.8235
Si, -26.8804, 19.8203, 14.5325
Si, 18.2128, 9.5648, 25.4378
Si, 0.4833, 17.445, 24.2578
Si, 12.4417, 3.6013, 24.8326
Si, 13.5209, -0.7454, 19.3583
Si, 7.2685, 8.6147, 22.6261
Si, -11.1528, 2.8579, 18.4641
Si, -1.1824, 9.0015, 23.2766
Si, 12.728, -9.4828, 21.0364
Si, 12.9767, 5.6304, 21.5608
Si, 11.3105, 10.1131, 26.9434
Si, 7.3638, 5.6069, 21.9669
Si, -3.7094, -1.6488, 19.767
Si, -5.4939, 2.9968, 22.6969
Si, 27.6376, 8.8249, 27.4488
Si, 16.5578, -9.533, 15.7607
Si, -8.7233, 14.2105, 22.7005
O, 2.5379, 4.494, 21.6735
O, 8.5214, 0.8687, 17.0494
O, -4.5183, -1.5364, 21.1948
O, 6.7653, 2.4661, 21.2677
O, 1.0816, 7.6976, 17.9641
O, 8.826, 5.183, 14.4114
O, -13.5204, 5.6554, 19.4634
O, 1.4143, 17.5007, 22.9071
O, 0.7744, -8.2399, 20.0461
O, 11.352, 17.1611, 16.264
O, 0.2621, 4.6618, 13.4969
O, -2.7961, 19.7522, 23.1465
O, -13.2939, 9.371, 26.602
O, -4.8165, -3.863, 22.332
O, 1.7065, 17.3941, 20.2284
O, 14.9083, 7.9555, 26.6694
O, -4.9631, 12.9601, 23.8779
O, 1.2876, -15.1068, 25.6438
O, -4.3556, 32.9311, 25.578
O, -3.3218, 5.909, 17.1414
O, 4.0551, 9.6488, 13.7782
O, -2.5778, 25.3347, 16.4884
O, 30.3408, -0.8229, 18.5829
O, -6.3953, -12.289, 26.2393
O, 9.0054, 16.7172, 22.0811
O, 4.8778, 24.7749, 16.3989
O, -21.4986, 2.1574, 17.6778
O, 17.9587, 9.1907, 23.8591
O, -0.7787, -0.471, 23.9198
O, 10.9658, 7.6953, 24.0956
O, 7.9234, -3.251, 19.3345
O, -3.819, 9.3104, 16.1409
O, -13.8554, 10.029, 20.0092
O, 13.9523, -7.2542, 24.188
O, 7.9619, 9.8491, 28.4803
O, 11.6492, -8.6759, 24.2941
O, 9.1944, 1.5174, 24.5356
O, -8.0887, -4.0492, 18.2842
O, 23.7423, 15.3994, 18.1204
O, 0.9816, 9.2831, 26.3605
O, 3.3948, 11.8659, 15.8464
O, 1.9411, 12.9359, 22.3183
O, 11.2193, 22.5204, 26.2398
O, 7.1311, 4.9163, 20.453
O, -11.313, 9.936, 19.3556
O, -5.6598, 11.3015, 16.55
O, 9.2728, 8.0636, 14.0234
O, -15.2916, 24.6223, 18.8146
O, 2.2727, 5.526, 16.3076
O, -18.3336, 27.3286, 16.7214
O, 11.3052, 0.6529, 21.2907
O, 2.0664, -1.4889, 15.4992
O, 15.4968, -14.2354, 15.6833
O, 1.118, 14.5239, 26.4102
O, 2.6678, -13.042, 19.826
O, -0.136, -5.9097, 21.4007
O, -4.9334, 4.5207, 22.9845
O, 11.051, 9.0013, 21.759
O, -4.0283, -2.4588, 26.2106
O, -0.0409, 15.8803, 24.4069
O, 9.3119, 3.4703, 20.8922
O, -1.0416, 24.0896, 18.1895
O, 16.996, 7.8314, 28.3266
O, 0.6764, -10.4411, 16.0355
O, 13.8373, -10.494, 20.3975
O, 14.0616, -11.2882, 17.894

Results
free energy: -175140.433 eV
free energy less fixed offsets of O -568.88, Si -635.61 eV per atom: 2.717 eV

Forces (eV/angstrom), in the order of the atoms: element, x, y, z
Si, -0.0004, 0.0228, 0.0076
Si, -0.0061, 0.0355, 0.0082
Si, 0.0078, 0.028, 0.007
Si, -0.0016, -0.0273, -0.0064
Si, 0.0004, -0.0576, -0.005
Si, -0.0011, -0.0304, -0.012
Si, 0.0032, -0.0105, -0.0136
Si, -0.007, 0.066, -0.0005
Si, 0.0042, 0.0758, 0.0116
Si, -0.0117, -0.0226, -0.0128
Si, -0.0011, -0.0604, 0.0049
Si, 0.0128, -0.0558, -0.0007
Si, -0.0292, 0.0171, 0.011
Si, -0.0191, 0.0424, 0.0019
Si, -0.01, 0.0216, 0.0119
Si, -0.021, 0.0135, 0.0144
Si, -0.0259, -0.0618, -0.0099
Si, -0.0181, -0.0582, -0.0055
Si, -0.0211, 0.0357, -0.0036
Si, -0.0256, 0.0529, -0.0046
Si, -0.0135, 0.052, -0.0024
Si, -0.0234, -0.0085, 0.0068
Si, -0.0175, -0.0296, -0.0096
Si, -0.0211, -0.0199, -0.0012
Si, 0.0185, 0.105, -0.1407
Si, 0.1268, 0.1209, -0.1095
Si, 0.0227, 0.0831, -0.1289
Si, 0.1038, -0.0385, -0.0371
Si, 0.0761, -0.0088, 0.1283
Si, -0.0031, -0.0589, -0.0831
Si, 0.055, 0.0917, -0.2801
Si, 0.0745, 0.1286, 0.0906
Si, 0.0505, 0.1242, 0.2004
Si, 0.0886, -0.014, -0.2239
Si, 0.0525, -0.0338, 0.0525
Si, 0.0354, -0.0397, -0.011
Si, 0.0113, 0.0109, -0.0135
Si, 0.0231, 0.0635, 0.0326
Si, 0.0269, 0.0159, -0.002
Si, 0.0168, 0.0523, -0.0459
Si, 0.0191, -0.0697, 0.0169
Si, 0.0217, -0.0928, 0.0183
Si, 0.0155, -0.0159, -0.0309
Si, 0.0272, 0.0657, 0.0104
Si, 0.0207, 0.0486, -0.0018
Si, 0.0271, -0.001, -0.0326
Si, 0.0134, -0.0289, -0.0061
Si, 0.0175, -0.0189, -0.0045
Si, 0.0508, -0.1551, -0.2025
Si, 0.0665, -0.2729, -0.3264
Si, 0.0478, -0.3252, -0.2822
Si, -0.1184, 0.3591, -0.1224
Si, 0.1024, 0.155, -0.2454
Si, 0.0102, 0.2188, -0.2184
Si, 0.134, -0.3817, -0.0687
Si, -0.1705, -0.2459, -0.3436
Si, 0.0824, -0.3982, -0.174
Si, -0.2084, 0.3833, -0.3026
Si, -0.0796, 0.3369, -0.4384
Si, -0.0546, 0.2408, -0.4108
Si, 0.0405, 0.2984, 0.0139
Si, 0.0461, 0.171, 0.1839
Si, 0.0412, 0.2355, 0.1891
Si, 0.0155, -0.1986, 0.0594
Si, -0.0018, -0.1791, 0.1855
Si, -0.0017, -0.2753, 0.0635
Si, 0.0468, 0.2315, 0.0784
Si, 0.0147, 0.2288, 0.2183
Si, 0.0635, 0.1929, 0.2424
Si, -0.0009, -0.1178, 0.1022
Si, 0.0142, -0.2223, 0.2946
Si, 0.0238, -0.2513, 0.1383
Si, -0.0205, 0.1471, -0.0423
Si, 0.0306, 0.1416, -0.0469
Si, 0.0148, 0.0684, -0.0311
Si, 0.0261, -0.1138, -0.1375
Si, -0.0585, -0.0953, -0.0495
Si, -0.0437, -0.1004, -0.0653
Si, -0.0138, 0.1106, -0.0781
Si, 0.0636, 0.0704, -0.0757
Si, -0.0183, 0.0894, -0.1238
Si, 0.014, -0.0502, -0.0612
Si, -0.0211, -0.1247, -0.0561
Si, 0.0031, -0.1277, -0.1107
Si, -0.0018, 0.0004, -0.0112
Si, 0.0069, 0, -0.0397
Si, -0.0442, 0.0176, -0.0571
Si, 0.0066, -0.0014, -0.056
Si, -0.0317, -0.0279, -0.0652
Si, -0.0238, -0.0273, -0.0225
Si, 0.0005, 0.0322, -0.0724
Si, -0.035, 0.0377, -0.0229
Si, -0.0191, 0.0473, -0.0444
Si, -0.0191, -0.0117, -0.0642
Si, -0.0063, -0.0022, -0.0372
Si, -0.0183, -0.0101, -0.0549
Si, -0.0532, 0.0026, 0.0447
Si, -0.0621, 0.0171, -0.0123
Si, -0.0631, 0.0169, 0.0014
Si, -0.031, -0.1087, 0.1045
Si, -0.0718, -0.0638, -0.0305
Si, -0.07, -0.0849, 0.0574
Si, -0.0622, -0.0053, 0.1143
Si, -0.0498, 0.0136, -0.0713
Si, -0.0713, 0.0386, -0.0103
Si, -0.0564, -0.0995, -0.0513
Si, -0.0642, -0.1091, -0.0338
Si, -0.0708, -0.1124, -0.0338
Si, 0.0498, -0.0127, 0.0761
Si, -0.0075, 0.0427, 0.0543
Si, 0.0006, 0.0121, 0.0491
Si, -0.0284, 0.0298, 0.0066
Si, 0.0923, -0.0655, 0.0352
Si, -0.0194, -0.0734, 0.0832
Si, 0.0219, 0.0223, 0.0438
Si, 0.0371, 0.0113, 0.0338
Si, -0.0052, 0.0616, 0.0669
Si, 0.0308, -0.0248, 0.0761
Si, -0.0119, -0.0009, 0.0423
Si, 0.0203, -0.0032, 0.0073
Si, -0.0045, 0.1142, 0.0804
Si, 0.0966, 0.1457, 0.1549
Si, -0.0197, 0.152, 0.1325
Si, 0.0256, -0.0569, -0.0374
Si, -0.0308, -0.1333, 0.0735
Si, -0.0219, -0.1447, 0.0677
Si, 0.0086, 0.077, 0.1009
Si, 0.0137, 0.1376, 0.076
Si, -0.007, 0.1304, 0.0869
Si, 0.0211, -0.1255, 0.104
Si, -0.0067, -0.075, 0.0731
Si, -0.0653, -0.1438, 0.1557
Si, -0.0107, 0.2709, 0.0234
Si, -0.0028, 0.1472, -0.3653
Si, -0.0128, 0.2556, -0.1782
Si, -0.0933, -0.1162, -0.0422
Si, 0.0333, -0.2234, -0.3148
Si, -0.1611, -0.2576, -0.2664
Si, 0.1015, 0.1778, -0.135
Si, -0.0362, 0.2745, -0.0319
Si, 0.0617, 0.2211, -0.2198
Si, -0.0007, -0.1527, -0.0096
Si, -0.1408, -0.2057, -0.2749
Si, -0.0312, -0.1713, -0.1621
Si, 0.1501, -0.3898, 0.1455
Si, -0.0849, -0.6127, 0.2916
Si, -0.0176, -0.2205, 0.1544
Si, -0.3128, 0.332, 0.31
Si, -0.0855, 0.1417, 0.4837
Si, 0.0302, 0.3675, 0.2519
Si, 0.3184, -0.4345, 0.1286
Si, 0.11, -0.3955, 0.6639
Si, 0.2514, -0.047, 0.4038
Si, -0.3208, 0.4025, 0.0484
Si, -0.0555, 0.3438, 0.4224
Si, 0.0734, 0.2528, 0.3418
O, -0.0777, -0.2465, -0.2472
O, -0.1234, 0.2614, -0.7073
O, 0.1695, -0.0391, -0.6052
O, -0.1288, -0.0519, -0.1927
O, -0.3573, -0.3751, -0.4098
O, -0.2254, -0.2024, -0.4167
O, 0.0771, 0.0356, -0.3095
O, 0.2684, -0.1871, -0.2901
O, -0.0763, 0.0915, -0.2223
O, 0.0347, -0.0102, -0.1139
O, 0.0558, -0.0261, -0.1231
O, -0.0027, 0.0007, -0.0772
O, 0.0357, -0.0381, 0.2609
O, -0.119, 0.0861, 0.2259
O, -0.0409, 0.2901, 0.36
O, -0.0154, -0.0135, -0.026
O, -0.0898, 0.2624, 0.3743
O, -0.1549, -0.0791, 0.2657
O, 0.094, -0.0607, 0.1958
O, 0.0984, -0.0786, 0.2287
O, -0.0079, 0.135, 0.4692
O, -0.0074, -0.1325, 0.3509
O, 0.2358, 0.2256, 0.3497
O, 0.0539, -0.2823, 0.4045
Si, -0.1375, 0.0797, 0.654
Si, -0.0358, -0.0894, -0.0049
Si, 0.0726, -0.1318, 0.036
Si, 0.109, -0.1571, -0.4431
Si, 0.0011, 0.0555, 0.427
Si, 0.1881, 0.1635, 0.329
Si, 0.0445, 0.2328, 0.3069
Si, -0.0964, -0.1116, 0.71
Si, -0.0764, 0.1301, 0.4467
Si, -0.1002, 0.0339, -0.209
Si, -0.1852, -0.0595, 0.4117
Si, -0.1243, 0.0301, -0.3521
Si, 0.1433, 0.2853, 0.5035
Si, 0.0375, 0.0068, -0.426
Si, 0.1737, -0.1365, -0.3583
Si, -0.0543, 0.1416, -0.4405
Si, -0.1842, -0.0396, 0.4646
Si, 0.0341, 0.0002, 0.0276
Si, 0.1181, -0.0839, 0.3517
Si, 0.1206, -0.2042, 0.2752
Si, 0.0608, -0.0846, 0.1125
Si, -0.2074, -0.0166, 0.3703
Si, 0.1631, 0.1072, 0.5988
Si, 0.0686, 0.0827, -0.2505
Si, -0.1404, -0.0827, -0.1921
Si, -0.1565, -0.0087, -0.4639
Si, 0.0305, -0.0715, 0.0441
Si, 0.1574, 0.1137, -0.0502
Si, 0.0116, 0.021, 0.0019
Si, -0.0228, -0.0085, -0.0938
Si, -0.0779, 0.0757, -0.1127
Si, 0.0012, 0.0355, -0.0085
Si, 0.0124, 0.1552, -0.4092
Si, 0.1053, 0.0771, 0.0074
Si, 0.0442, -0.0316, 0.0566
Si, 0.0851, -0.0652, -0.0604
Si, -0.0383, 0.0283, -0.5685
Si, 0.0151, -0.1317, 0.4349
Si, -0.0191, 0.1474, 0.0547
O, 0.0379, -0.0238, -0.0139
O, -0.001, -0.0374, -0.0927
O, -0.0372, -0.0255, 0.0099
O, -0.0124, 0.0347, 0.0034
O, -0.1051, 0.0603, -0.1734
O, 0.0207, 0.1304, -0.5523
O, -0.0569, 0.0237, -0.1186
O, 0.0336, 0.0206, 0.0806
O, -0.0008, -0.0729, 0.0207
O, -0.0665, -0.0397, -0.2339
O, -0.1337, -0.0595, 0.0128
O, -0.0223, -0.0151, 0.0408
O, -0.0691, -0.027, 0.1493
O, -0.0636, -0.0958, -0.0119
O, 0.0034, -0.0132, 0.0223
O, 0.0798, -0.0575, 0.2465
O, -0.037, 0.0161, 0.0344
O, 0.0571, 0.0609, 0.3225
O, -0.0301, -0.0556, 0.1425
O, -0.0752, -0.1487, -0.3968
O, 0.1764, 0.3447, -0.3599
O, -0.0654, 0.2154, -0.266
O, -0.0293, 0.009, -0.1337
O, -0.0758, -0.0138, 0.3454
O, -0.1103, -0.0215, 0.0757
O, 0.0076, 0.1236, -0.1292
O, 0.0952, -0.0953, -0.1116
O, -0.0173, -0.0297, 0.0905
O, -0.0089, 0.016, 0.0998
O, 0.0322, -0.0182, 0.0224
O, -0.0111, -0.0345, -0.0467
O, 0.0734, -0.2817, -0.5834
O, 0.0042, 0.0394, 0.032
O, -0.0154, -0.0175, 0.0519
O, -0.1304, 0.1668, 0.2835
O, 0.049, 0.0307, 0.1203
O, -0.0396, 0.0163, 0.1272
O, 0.0268, 0.0183, -0.1869
O, -0.0066, -0.0565, -0.235
O, 0.0418, -0.0096, 0.1589
O, 0.0224, 0.0225, -0.1783
O, 0.0023, -0.0524, 0.0313
O, -0.0192, -0.071, 0.3191
O, -0.054, 0.0232, 0.0118
O, 0.0057, 0.0536, 0.0025
O, -0.1214, 0.0608, -0.2313
O, 0.2543, -0.1235, -0.3497
O, -0.0299, 0.0693, -0.0566
O, 0.0123, -0.0013, -0.1951
O, 0.1354, -0.1153, -0.3346
O, 0.0359, 0.0493, -0.0062
O, 0.1744, 0.0705, -0.0641
O, 0.0822, 0.1006, -0.3412
O, 0.1374, 0.0202, 0.3988
O, -0.0354, 0.0489, -0.0543
O, -0.0212, -0.0393, -0.0187
O, -0.0168, 0.0648, 0.0236
O, 0.0097, -0.0459, 0.0054
O, 0.0612, -0.0699, 0.2288
O, 0.1015, -0.0013, 0.0951
O, -0.1019, -0.011, 0.0248
O, -0.1028, 0.0026, -0.0837
O, 0.1778, -0.3391, 0.465
O, 0.017, -0.0576, -0.314
O, 0.0262, -0.0022, 0.0236
O, 0.0115, 0.0685, -0.1592

The program warned: the cutoff lies below the one the program advises for these potential files; the forces do not sum to zero within the program's tolerance; the exchange-correlation potential is rough where the density is thin.
